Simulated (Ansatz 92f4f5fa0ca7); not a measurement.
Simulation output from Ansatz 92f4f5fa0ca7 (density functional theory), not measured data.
Periodic cell of 459 atoms, Si304O155, from a study of silicon, its oxide and their interface. The atomic structure is a simulated model.
Doubt: the cutoff is far below the 930 eV that the study's wrapper takes by default for these files, so forces and energies are approximate.
This geometry differs little from another in the collection (a relaxation step or a small displacement).

Settings
functional: PBE
potential files: Ansatz PAW
basis: plane waves
wave-function cutoff: 580 eV
density cutoff ratio: 5
exchange-correlation grid ratio: 1
k mesh: 1 x 1 x 1, Gamma-centred
self-consistency stop: 5e-08 eV per atom in the density residual
occupations: fixed
spin: none
net charge: 0

Cell vectors (angstrom)
a	15.4691	0	0
b	0	15.4691	0
c	4.0816	-3.4313	34.2184

Atoms and the computed forces on them: element, x, y, z (angstrom), force x, y, z (eV/angstrom)
Si	12.393	-3.522	24.226	0.041	0.006	0.023
Si	12.435	-7.352	24.199	0.008	0.002	0.005
Si	4.631	-3.466	23.967	-0.03	0.012	0.079
Si	4.832	0.53	24.125	0.041	0.016	0.019
Si	4.562	-10.926	24.032	0	0.003	0.053
Si	4.7	-7.34	24.335	0.014	-0.042	0.063
Si	7.755	-3.396	24.127	-0.001	0.017	0.003
Si	7.253	0.544	24.174	-0.057	-0.013	-0.014
Si	7.702	-11.17	24.104	0.054	-0.019	-0.018
Si	7.133	-7.332	24.008	-0.001	0.015	-0.013
Si	12.418	0.298	23.886	-0.011	-0.001	0.01
Si	12.439	-11.164	24.136	-0.011	-0.001	-0.027
Si	-0.631	-3.483	24.062	-0.036	0.002	0.017
Si	-0.568	0.375	23.841	0.005	0.001	0.01
Si	-0.579	-11.144	23.953	-0.006	-0.001	0.023
Si	-0.627	-7.228	24.032	-0.008	0.001	0.035
Si	4.159	-1.473	25.227	0.002	-0.005	-0.018
Si	4.103	2.487	25.231	-0.009	-0.021	0.003
Si	4.226	-9.222	25.617	0.018	0.006	0.005
Si	4.172	-5.319	25.376	0.007	0.014	-0.013
Si	7.905	-1.413	25.37	0.017	0.009	-0.001
Si	7.882	2.396	25.47	0.014	0.012	0.015
Si	7.914	-9.175	25.33	-0.012	-0.009	0.004
Si	7.878	-5.433	25.304	0.008	-0.018	0.008
Si	11.898	-1.511	25.357	-0.013	-0.004	-0.006
Si	11.881	2.27	25.215	0.011	0.001	0.008
Si	11.927	-9.272	25.453	-0.002	0.008	0.025
Si	11.878	-5.441	25.458	0.006	0.004	-0.007
Si	0.065	-1.502	25.2	0.011	0	-0.011
Si	0.053	2.332	25.126	0.009	0.012	-0.005
Si	0.102	-9.21	25.2	0.016	0.007	0.004
Si	0.081	-5.361	25.313	0.006	-0.008	-0.006
Si	2.115	-1.493	26.495	-0.002	0.003	0.01
Si	2.076	2.373	26.49	0	-0.002	0.007
Si	2.084	-9.23	26.611	0.002	-0.001	-0.007
Si	2.119	-5.352	26.586	-0.003	-0.005	0.007
Si	5.99	-1.483	26.756	-0.011	0.006	0.03
Si	5.937	2.445	26.79	-0.002	0.008	0.023
Si	6.14	-9.251	26.914	-0.027	0.009	0.001
Si	6.046	-5.339	26.802	-0.008	-0.005	0.033
Si	9.897	-1.464	26.646	0.008	-0.009	0
Si	9.93	2.337	26.626	0.004	0	0.013
Si	9.892	-9.212	26.651	0.03	0.005	-0.006
Si	9.847	-5.421	26.649	-0.002	0.002	0.015
Si	13.768	-1.519	26.78	-0.004	-0.005	0.031
Si	13.737	2.317	26.694	-0.011	0.01	0.017
Si	13.818	-9.245	26.817	-0.019	-0.009	0.005
Si	13.761	-5.393	26.857	-0.004	-0.001	0.031
Si	2.124	-3.406	27.961	0.006	0.001	0.004
Si	2.126	0.439	27.926	0.002	0.004	0.001
Si	2.096	4.28	27.965	0.001	0.003	0.009
Si	2.135	-7.288	27.996	0	-0.006	0.006
Si	6.015	-3.402	28.128	0.006	-0.001	-0.009
Si	5.972	0.464	28.089	0.009	-0.017	-0.019
Si	6.026	4.293	28.211	0.013	-0.004	-0.005
Si	6.046	-7.27	28.156	0.01	0.003	-0.013
Si	9.869	-3.438	27.995	-0.006	0.006	0.006
Si	9.901	0.439	28.051	-0.011	0.003	0.008
Si	9.9	4.292	28.001	-0.011	-0.002	0.01
Si	9.897	-7.31	28.064	-0.01	-0.001	0.009
Si	13.753	-3.436	28.145	0.006	0.009	-0.028
Si	13.765	0.425	28.102	0	-0.007	-0.005
Si	13.763	4.252	28.085	0.006	-0.002	-0.014
Si	13.783	-7.325	28.169	0	0.003	-0.017
Si	4.041	-3.426	29.413	-0.003	0	0.006
Si	4.028	0.438	29.408	-0.002	0.001	0.008
Si	4.021	4.304	29.427	-0.005	-0.003	0.001
Si	4.06	-7.3	29.423	0	0.008	0.009
Si	7.97	-3.424	29.433	0	-0.005	0.009
Si	7.944	0.444	29.416	0.001	0.001	0.01
Si	8.002	4.286	29.454	-0.003	0.003	0.005
Si	7.985	-7.294	29.463	-0.005	0.002	0.008
Si	11.783	-3.432	29.428	-0.002	-0.003	0.009
Si	11.819	0.437	29.44	0.005	0.002	0.005
Si	11.813	4.303	29.418	0.004	-0.003	0.009
Si	11.816	-7.303	29.453	0.003	-0.002	0.007
Si	0.244	-3.426	29.433	-0.005	-0.001	0.007
Si	0.247	0.437	29.412	-0.002	0.001	0.005
Si	0.224	4.286	29.428	-0.001	0	0.008
Si	0.259	-7.296	29.455	0.003	0.003	0.008
Si	0	1.934	2.05	-0.086	0.034	0.085
Si	0	5.801	2.05	-0.036	0.032	-0.016
Si	0	-5.801	2.05	-0.174	-0.102	-0.065
Si	0	-1.934	2.05	-0.08	0.018	-0.108
Si	3.867	1.934	2.05	-0.106	0.05	-0.028
Si	3.867	5.801	2.05	0.124	0.019	0.046
Si	3.867	-5.801	2.05	-0.01	-0.034	-0.031
Si	3.867	-1.934	2.05	0.099	-0.027	-0.027
Si	7.734	1.934	2.05	0	0.16	-0.029
Si	7.734	5.801	2.05	-0.183	-0.032	-0.059
Si	7.734	-5.801	2.05	-0.136	-0.2	-0.217
Si	7.734	-1.934	2.05	-0.154	0	-0.152
Si	-3.867	1.934	2.05	0.163	0.094	0.061
Si	-3.867	5.801	2.05	0.221	-0.004	-0.003
Si	-3.867	-5.801	2.05	0.137	-0.075	-0.081
Si	-3.867	-1.934	2.05	0.219	-0.014	-0.05
Si	-1.929	1.922	3.459	0.002	-0.005	-0.003
Si	-1.92	5.774	3.444	0	-0.007	-0.011
Si	-1.938	-5.788	3.441	0.006	-0.005	-0.009
Si	-1.92	-1.896	3.44	0.001	0.006	0.002
Si	1.926	1.974	3.415	-0.001	-0.013	0.005
Si	1.936	5.841	3.399	-0.003	-0.003	-0.002
Si	1.92	-5.823	3.394	-0.004	0.002	-0.001
Si	1.929	-1.973	3.388	0.007	0.013	0.004
Si	5.794	1.92	3.41	-0.001	0.007	-0.004
Si	5.802	5.779	3.449	-0.004	-0.003	-0.009
Si	5.802	-5.819	3.417	-0.007	-0.005	-0.008
Si	5.804	-1.919	3.434	-0.003	-0.005	-0.003
Si	9.676	1.983	3.398	-0.004	-0.032	0.009
Si	9.667	5.811	3.374	-0.001	-0.004	0.005
Si	9.662	-5.874	3.37	0.003	0.017	0.009
Si	9.667	-1.963	3.368	0.001	0.009	0.015
Si	-1.913	0.008	4.885	0.003	0.002	-0.012
Si	-1.891	3.843	4.861	-0.012	0.006	0.008
Si	-1.941	-7.749	4.791	0.017	0.014	0.019
Si	-1.92	-3.82	4.8	0	0.001	0.005
Si	1.939	-0.019	4.682	-0.005	0.009	-0.036
Si	1.916	3.952	4.778	0.003	0.005	0.007
Si	1.932	-7.717	4.798	0.042	0.01	-0.01
Si	1.874	-3.919	4.752	0.006	-0.024	-0.019
Si	5.831	0.025	4.817	-0.006	-0.002	-0.006
Si	5.786	3.814	4.812	0.022	0.007	0.028
Si	5.787	-7.744	4.814	-0.02	0.005	0
Si	5.783	-3.881	4.763	0.006	-0.001	0.009
Si	9.69	0.001	4.657	0.003	0.014	-0.031
Si	9.707	3.946	4.769	0	0.038	0.018
Si	9.644	-7.78	4.776	-0.012	-0.023	0.013
Si	9.634	-3.948	4.659	0.002	-0.015	-0.006
Si	0.111	0.043	6.172	-0.005	0.009	0.032
Si	0.047	3.948	6.262	0.005	0.012	0.005
Si	-0.003	-7.683	6.158	-0.034	0.006	-0.008
Si	-0.001	-3.847	6.22	-0.015	-0.001	0.007
Si	3.836	0.006	6.077	0.023	-0.006	-0.006
Si	3.825	3.897	6.176	0.003	-0.004	-0.017
Si	3.852	-7.711	6.202	0.003	-0.029	-0.069
Si	3.818	-3.974	6.065	0.02	-0.02	-0.009
Si	7.84	0.008	6.1	-0.004	0.017	0.015
Si	7.765	3.813	6.114	-0.019	-0.015	-0.035
Si	7.725	-7.766	6.175	0.029	0.01	-0.024
Si	7.746	-3.927	6.075	-0.015	0.002	0
Si	-3.947	0.006	6.146	0.006	-0.037	0.018
Si	-3.841	3.93	6.205	0.005	-0.012	0.005
Si	-3.901	-7.83	6.137	0.001	-0.003	0.016
Si	-3.933	-3.855	6.019	0.006	-0.029	0.001
Si	0.802	1.982	7.373	-0.001	-0.016	-0.004
Si	-0.118	5.94	7.639	-0.019	-0.033	-0.01
Si	0.002	-5.778	7.599	-0.003	0.008	-0.01
Si	0.465	-1.896	7.501	-0.042	0.015	-0.038
Si	3.216	1.92	7.321	-0.022	0.012	-0.003
Si	3.722	5.822	7.573	0.022	-0.011	0.059
Si	3.877	-5.781	7.616	-0.02	0.059	-0.005
Si	3.599	-2.015	7.276	0.034	0.015	0.025
Si	8.541	1.908	7.331	0.004	-0.011	-0.003
Si	7.478	5.722	7.465	0.015	-0.015	0.022
Si	7.753	-5.812	7.525	-0.019	0.023	-0.005
Si	8.296	-1.977	7.273	0.044	-0.027	-0.008
Si	-4.475	1.971	7.368	-0.022	0.024	-0.026
Si	-3.758	5.808	7.73	0.005	0.021	-0.045
Si	-3.832	-5.817	7.324	0.014	0.01	-0.014
Si	-4.663	-1.97	7.25	-0.025	0.052	-0.012
Si	-1.941	6.741	8.997	0.005	0.04	-0.036
Si	-2.004	-6.328	8.71	-0.019	-0.055	-0.064
Si	1.815	6.219	8.923	0.023	-0.029	-0.013
Si	1.938	-6.083	8.952	0.007	0.006	0.014
Si	5.613	6.127	8.92	-0.109	-0.023	-0.069
Si	5.851	-6.122	8.917	0.047	0.018	0.035
Si	8.915	5.332	9.205	-0.014	-0.017	0.009
Si	-5.683	-5.685	8.713	-0.01	0.006	0.008
Si	4.082	-5.365	30.8	-0.213	0.035	-0.129
Si	4.082	-1.498	30.8	-0.242	0.04	-0.149
Si	4.082	2.369	30.8	-0.285	-0.038	-0.106
Si	4.082	-9.232	30.8	-0.282	0.006	-0.053
Si	7.949	-5.365	30.8	0.185	0.124	0.12
Si	7.949	-1.498	30.8	0.103	0.111	-0.05
Si	7.949	2.369	30.8	0.196	-0.153	0.139
Si	7.949	-9.232	30.8	0.186	-0.075	0.104
Si	11.816	-5.365	30.8	-0.109	0.047	0.052
Si	11.816	-1.498	30.8	-0.127	-0.025	0.011
Si	11.816	2.369	30.8	-0.083	0.056	-0.003
Si	11.816	-9.232	30.8	-0.077	-0.098	0.043
Si	0.214	-5.365	30.8	0.211	0.089	0.068
Si	0.214	-1.498	30.8	0.195	0.083	-0.062
Si	0.214	2.369	30.8	0.196	-0.112	-0.009
Si	0.214	-9.232	30.8	0.175	-0.116	-0.017
Si	6.015	-5.365	32.167	0.008	0.03	-0.053
Si	6.015	-1.498	32.167	0.024	0.003	-0.056
Si	6.015	2.369	32.167	0.016	0.018	-0.063
Si	6.015	-9.232	32.167	0.017	-0.068	-0.051
Si	9.882	-5.365	32.167	-0.007	0.021	0.057
Si	9.882	-1.498	32.167	-0.004	0.068	0.038
Si	9.882	2.369	32.167	-0.031	-0.063	0.04
Si	9.882	-9.232	32.167	-0.009	-0.029	0.045
Si	-1.719	-5.365	32.167	-0.01	0.031	-0.027
Si	-1.719	-1.498	32.167	-0.008	-0.01	-0.035
Si	-1.719	2.369	32.167	0.004	-0.006	-0.036
Si	-1.719	-9.232	32.167	-0.004	-0.008	-0.025
Si	2.148	-5.365	32.167	-0.019	0.01	0.057
Si	2.148	-1.498	32.167	0.004	0.015	0.049
Si	2.148	2.369	32.167	0.003	-0.009	0.044
Si	2.148	-9.232	32.167	0.003	-0.027	0.052
Si	6.015	-3.431	33.534	-0.023	0.001	-0.001
Si	6.015	0.436	33.534	-0.017	-0.016	0.008
Si	6.015	4.303	33.534	-0.029	-0.016	0.029
Si	6.015	-7.298	33.534	-0.019	0.022	0.003
Si	9.882	-3.431	33.534	0.016	0.016	-0.003
Si	9.882	0.436	33.534	0.035	0.026	-0.006
Si	9.882	4.303	33.534	0.013	-0.002	-0.026
Si	9.882	-7.298	33.534	0.008	-0.035	-0.013
Si	-1.719	-3.431	33.534	0.014	0.004	0.004
Si	-1.719	0.436	33.534	-0.021	-0.001	0.012
Si	-1.719	4.303	33.534	0.009	-0.016	0.019
Si	-1.719	-7.298	33.534	0.001	0.012	0.016
Si	2.148	-3.431	33.534	0.011	0.006	0.001
Si	2.148	0.436	33.534	0.001	0.038	-0.014
Si	2.148	4.303	33.534	0.011	-0.01	-0.024
Si	2.148	-7.298	33.534	-0.011	-0.044	-0.017
Si	0	0	0.683	0.014	-0.004	0.009
Si	0	3.867	0.683	-0.055	-0.004	0.002
Si	0	7.734	0.683	-0.129	0.008	-0.019
Si	0	-3.867	0.683	-0.1	-0.006	-0.001
Si	3.867	0	0.683	-0.051	0.007	0.004
Si	3.867	3.867	0.683	0.052	-0.009	-0.016
Si	3.867	7.734	0.683	0.075	0.004	-0.02
Si	3.867	-3.867	0.683	0.095	-0.004	-0.011
Si	7.734	0	0.683	-0.013	0.003	0.009
Si	7.734	3.867	0.683	-0.081	-0.024	-0.02
Si	7.734	7.734	0.683	-0.115	0.033	-0.043
Si	7.734	-3.867	0.683	-0.05	0.02	-0.003
Si	-3.867	0	0.683	0.02	-0.009	0.015
Si	-3.867	3.867	0.683	0.092	-0.011	-0.015
Si	-3.867	7.734	0.683	0.17	0.022	-0.023
Si	-3.867	-3.867	0.683	0.076	0.01	0.002
Si	0.262	-2.955	21.07	0.003	-0.004	0.012
Si	0.379	0.021	21.653	0.013	0.006	-0.019
Si	0.598	-9.99	21.34	-0.003	0	-0.003
Si	-0.928	-7.437	20.943	0	-0.013	0.004
Si	3.47	-3.043	21.135	-0.036	0.003	0.013
Si	3.576	-0.037	21.343	0.015	0.017	0.021
Si	3.213	-8.908	22.159	-0.029	0.001	0.005
Si	4.768	-7.724	19.881	-0.01	-0.003	0.001
Si	9.599	-5.694	20.599	0.007	0.026	0.003
Si	8.621	1.664	21.57	0.022	-0.031	0.007
Si	8.963	-11.541	22.14	-0.009	0.008	-0.007
Si	7.339	-7.365	21.605	0.011	0.022	-0.007
Si	11.243	-0.134	21.78	-0.009	-0.014	-0.026
Si	11.265	-10.81	22.123	0.004	-0.021	0.032
Si	10.252	-3.158	22.044	0.017	0.005	-0.031
Si	11.697	-7.644	21.987	0.017	0.005	-0.004
Si	-2.835	2.197	10.164	0.003	0.01	-0.004
Si	-0.176	-1.159	10.388	-0.002	-0.015	0.007
Si	0.21	1.937	9.635	0.006	0.018	0.007
Si	-0.641	-5.719	13.252	-0.002	0.003	0.006
Si	5.146	1.33	9.629	0.011	0.011	-0.01
Si	5.976	-1.496	9.188	0.005	0.008	-0.007
Si	7.885	2.4	9.508	-0.023	0.007	0.008
Si	-4.671	-2.995	9.999	0.005	0.015	-0.008
Si	-2.531	-0.366	12.066	0.008	0	0.006
Si	13.695	0.202	14.997	-0.003	0.001	0.004
Si	0.826	-1.596	15.323	0.001	-0.003	-0.002
Si	2.147	-5.151	11.971	-0.004	0.012	-0.012
Si	2.048	-2.054	12.405	0.018	-0.008	0.003
Si	4.926	-0.725	11.815	-0.008	0.012	-0.001
Si	6.626	-10.502	16.023	0	-0.008	0.001
Si	6.584	2.867	13.682	0.001	0.003	-0.006
Si	6.858	-5.629	11.771	-0.004	-0.009	-0.012
Si	-4.207	3.349	12.455	-0.001	-0.01	0.015
Si	8.894	1.325	12.2	0.005	0	-0.009
Si	8.594	-4.005	13.532	-0.001	0.002	0.01
Si	2.005	4.055	11.26	0.003	0.011	0.004
Si	4.357	0.821	18.46	0	0.007	-0.002
Si	-1.713	-8.606	12.293	-0.005	-0.006	-0.008
Si	2.024	-12.818	17.607	-0.005	-0.001	0.015
Si	-5.447	-1.491	12.37	-0.004	0.008	0.001
Si	0.278	4.883	13.7	0.009	-0.007	-0.004
Si	-4.689	-9.26	13.093	0.009	0.011	0.009
Si	7.52	-3.765	16.413	0.004	0.001	-0.003
Si	-0.496	1.669	19.106	-0.008	0.011	-0.01
Si	4.512	-4.162	16.219	-0.006	-0.001	-0.01
Si	2.388	-10.922	18.832	-0.017	-0.011	0.012
Si	8.107	-0.698	16.519	0.007	0.008	0
Si	0.287	-5.192	19.061	-0.016	-0.008	-0.009
Si	8.045	-10.267	20.411	0.023	-0.019	0.007
Si	11.834	-10.508	17.012	0.005	-0.015	0.006
Si	3.412	-5.078	18.924	0.004	-0.002	-0.017
Si	11.13	-0.932	16.521	0.002	0.005	0.011
Si	5.402	-10.354	18.786	-0.006	-0.007	0.002
Si	9.123	-7.716	10.986	-0.015	-0.005	-0.007
Si	4.941	4.722	11.749	-0.006	-0.006	-0.012
Si	10.768	-7.994	15.699	0	-0.003	-0.008
Si	-2.707	-4.844	11.493	-0.002	0.017	-0.007
Si	12.287	0.618	18.992	0.012	0.005	0.008
Si	9.799	-5.795	17.48	0.002	0.002	0.004
Si	-4.348	-5.53	13.945	-0.001	0.005	0.003
Si	3.663	-1.141	16.376	0.005	0.007	-0.002
Si	5.684	0.183	14.546	-0.01	-0.008	0.002
Si	8.923	-11.158	17.67	0.002	-0.006	-0.001
Si	4.462	-6.126	13.703	0.008	0.004	-0.002
Si	-0.514	-4.385	16.129	0.003	0	0.002
Si	7.482	1.557	18.543	-0.013	-0.007	0.018
Si	11.927	-3.915	16.299	-0.003	0.002	-0.003
Si	4.552	-9.113	14.406	-0.006	-0.006	-0.007
Si	12.645	-11.957	19.481	0.011	-0.002	0.011
Si	-2.106	3.201	14.853	0.001	-0.008	-0.004
Si	2.111	-10.434	16.003	-0.003	-0.013	0.002
O	1.872	-2.922	20.977	0.041	-0.016	0.024
O	-0.224	-3.657	22.457	0.014	0.012	-0.03
O	2.013	-0.068	21.822	-0.005	-0.003	0.014
O	-0.093	-11.087	22.344	0.013	0.001	-0.017
O	1.6	-9.08	22.266	0.013	0	0.007
O	3.546	-8.531	20.607	0.016	0.013	-0.007
O	-0.322	-6.974	22.401	-0.001	0.004	-0.021
O	3.77	-3.721	22.589	-0.017	0.008	-0.066
O	4.444	0.664	22.517	-0.016	-0.017	-0.03
O	3.837	-10.353	22.647	-0.012	0.016	-0.033
O	6.127	-11.136	23.542	-0.045	0.015	-0.007
O	3.706	-7.62	23.022	-0.026	-0.006	-0.042
O	11.639	-3.669	22.743	-0.029	-0.003	-0.021
O	8.929	-3.34	22.978	-0.001	-0.002	0.012
O	10.132	1.036	21.544	-0.045	0.011	0.027
O	7.727	0.736	22.59	0.033	0.028	-0.022
O	10.512	-6.604	21.592	-0.006	0.001	0.003
O	-3.292	3.457	11.103	-0.001	-0.002	-0.004
O	-0.391	-1.851	8.917	-0.002	0.007	0.035
O	2.073	-1.956	7.939	0.012	-0.008	0.03
O	3.785	1.831	8.892	0.019	-0.002	0.024
O	4.739	-2.266	8.451	0	0	-0.003
O	6.236	2.551	9.62	0	-0.002	-0.015
O	7.443	-2.027	8.725	-0.028	0.008	0.02
O	-3.846	2.011	8.905	0.023	0.001	0.03
O	-4.977	5.531	8.822	0.026	-0.004	0.029
O	-4.024	-2.13	8.778	0.006	-0.014	0.03
O	-5.622	-4.215	9.476	0.012	0.005	0.003
O	0.447	-3.141	15.699	-0.005	0.004	0.005
O	-2.886	0.82	11.018	0.006	-0.01	0.004
O	13.696	1.749	15.523	-0.002	0.003	-0.001
O	4.2	-2.601	15.927	0.003	-0.01	0.008
O	0.882	-9.897	15.063	0.001	0.004	0.006
O	0.103	1.184	20.542	-0.001	-0.005	0.014
O	-0.423	-6.495	19.725	0.013	0.025	-0.006
O	4.127	-1.554	21.087	-0.012	-0.013	0.011
O	4.262	-0.709	17.849	-0.002	-0.005	0.002
O	3.801	0.832	19.991	-0.001	0.005	-0.008
O	-1.236	-12.362	19.403	-0.018	0.002	0.011
O	5.808	-7.279	21.048	-0.005	-0.002	0.002
O	8.594	-4.78	17.086	-0.002	0.005	0.001
O	9.748	-6.16	19.056	0.001	0.001	-0.005
O	8.018	-8.694	20.904	0.002	0.002	0.014
O	-3.058	-9.156	13.04	-0.007	-0.001	0
O	11.729	-8.908	16.664	-0.001	0.007	0.005
O	-3.704	-4.233	14.702	-0.001	-0.003	0.001
O	12.254	-0.041	20.491	-0.014	0.003	0.014
O	11.353	-0.216	17.97	-0.003	-0.012	-0.009
O	11.784	2.186	19.013	0.006	0.006	0.007
O	12.183	-11.568	20.987	0.02	-0.008	-0.031
O	10.387	-11.284	16.959	0.009	0.008	0.008
O	11.161	-9.19	21.8	-0.014	0.007	-0.002
O	12.917	-7.36	20.936	-0.003	0.004	0.012
O	-0.449	-9.478	12.784	0.001	0	0.002
O	1.236	2.786	10.588	0.004	-0.001	-0.004
O	-0.758	3.708	14.114	-0.003	0.005	-0.001
O	-2.195	-5.753	10.25	-0.003	0.032	0.082
O	-1.526	-1.378	11.273	-0.005	0.012	-0.006
O	7.604	-3.743	14.787	0.004	0	0.003
O	1.741	5.37	10.33	-0.002	-0.012	0.009
O	4.81	0.77	11.126	-0.002	-0.024	0.02
O	1.923	-7.673	9.417	0.001	0.007	0.015
O	2.365	-3.639	12.512	-0.002	0.025	-0.011
O	5.808	-0.695	13.177	0.004	0.005	0.014
O	5.838	0.096	8.783	-0.006	-0.004	0.008
O	5.771	-7.735	9.276	0.004	0.015	0.008
O	5.543	5.379	10.384	0.008	-0.024	0.051
O	6.008	-9.279	15.142	0.003	0.001	0.006
O	6.016	-5.348	10.386	0.002	0.002	0.009
O	5.755	-1.694	10.789	-0.009	0.002	0.005
O	-1.858	-8.81	10.669	0.003	-0.002	0.047
O	8.328	1.329	10.668	0.011	-0.001	0.013
O	8.623	3.834	9.826	0.004	-0.006	0.004
O	8.525	-9.107	10.408	0.002	0.015	-0.007
O	-5.54	-6.883	9.838	-0.006	-0.018	0.015
O	9.059	-0.221	12.662	0.001	-0.009	-0.004
O	-5.632	-1.983	10.829	0	0.007	0.018
O	-1.752	0.224	13.366	0	-0.003	0.001
O	1.472	4.258	12.786	-0.013	0.006	0.01
O	1.972	-5.192	10.345	-0.001	0.015	0.031
O	3.488	-10.012	15.246	0.001	0.004	0.001
O	4.275	-0.115	15.284	0.007	-0.002	-0.004
O	7.008	-0.137	15.448	0.001	0.001	0
O	1.939	-12.075	16.124	-0.002	0.005	-0.008
O	6.054	3.753	12.432	0.004	-0.001	0.01
O	-5.307	-9.043	14.595	-0.001	0.004	0.007
O	-3.306	3.07	13.77	0	0.002	-0.002
O	-3.875	-1.113	12.597	-0.008	0	-0.007
O	-5.141	2.05	12.27	-0.002	0.008	-0.008
O	10.453	-1.578	21.7	0.003	-0.002	0.009
O	5.627	-10.905	17.265	0.007	0.001	-0.002
O	1.876	-5.355	19.351	-0.001	-0.001	0.006
O	5.846	1.497	18.393	0.019	-0.004	0.012
O	0.877	-5.834	12.715	-0.003	0.007	-0.003
O	6.571	-10.792	19.856	-0.022	-0.003	-0.001
O	3.43	-1.249	12.139	-0.022	-0.007	0.001
O	-5.298	-8.093	12.155	0.014	-0.004	0.011
O	9.5	-5.328	13.889	0.002	0.003	-0.001
O	8.16	-12.61	17.801	0.001	0.007	0.012
O	8.06	0.196	17.874	-0.007	-0.001	-0.002
O	0.062	-5.161	17.446	-0.005	0.011	-0.002
O	12.403	-10.662	18.53	-0.005	-0.004	-0.002
O	7.887	-6.859	11.551	-0.002	0.01	-0.007
O	-0.278	-3.821	19.787	0.006	-0.003	0.01
O	6.895	3.738	15.006	-0.004	0.009	0.01
O	5.947	-6.062	13.046	-0.012	0	0.006
O	4.053	-3.932	19.903	-0.006	-0.004	0.013
O	12.891	-11.224	16.003	-0.011	0.006	0.011
O	7.935	2.103	13.235	-0.002	0.003	0.001
O	-5.098	4.706	12.613	-0.001	0	-0.005
O	3.465	-4.66	17.357	0.008	0	0.003
O	8.066	-5.985	21.085	-0.006	-0.011	0.019
O	-3.813	-5.618	12.413	-0.006	-0.001	0.005
O	-0.234	-1.394	21.052	0	-0.011	0.008
O	0.671	1.798	17.979	0.009	0.003	0.003
O	9.569	-2.713	13.344	-0.009	-0.005	-0.002
O	5.413	-8.716	18.76	0.004	0.001	0.006
O	8.052	-10.142	16.721	-0.005	0.006	0.003
O	1.07	-1.867	11.13	0.002	0.002	0.009
O	7.894	1.559	20.112	0.002	-0.005	-0.005
O	2.027	-1.104	16.329	-0.002	-0.004	0.003
O	9.641	-0.569	15.937	-0.009	-0.001	0.007
O	13.512	-3.786	16.59	0.012	-0.003	0.004
O	0.179	0.422	10.239	-0.005	-0.012	-0.005
O	-3.922	-6.86	14.798	-0.002	-0.003	0.003
O	-1.415	-7.095	12.836	0.003	0.006	-0.003
O	-0.465	-0.617	15.526	0.007	-0.008	0.001
O	-3.429	-3.514	10.911	0.005	-0.022	-0.007
O	-1.422	-4.502	12.454	0	-0.005	0
O	5.511	1.746	14.141	-0.002	-0.004	-0.001
O	9.092	-10.447	19.14	-0.001	0.001	-0.002
O	1.434	-10.693	20.137	0.013	-0.013	-0.011
O	-1.316	2.556	9.683	-0.017	-0.009	-0.001
O	4.177	-7.539	14.454	0	-0.003	0.003
O	6.221	-3.414	23.48	0.029	-0.001	-0.033
O	3.62	3.828	11.368	0.012	0.011	-0.001
O	7.702	-4.288	12.192	0.005	0.004	0.006
O	3.335	1.688	17.542	0.003	0.002	0.009
O	6.033	-4.309	16.798	0	0.002	0.005
O	-0.646	-5.43	14.866	-0.001	0.009	0.014
O	2.119	-9.85	17.56	-0.005	0.016	-0.008
O	4.283	-4.963	14.825	0.001	0.005	0.014
O	11.178	-2.544	16.72	0.001	0.002	0.005
O	1.345	-1.524	13.776	0.003	-0.007	-0.003
O	9.992	-4.106	20.731	-0.005	-0.014	0.016
O	4.575	-9.58	12.838	-0.001	0.007	0.012
O	3.967	-10.929	19.297	0.013	-0.003	0.009
O	-0.514	-8.999	20.679	-0.004	0.007	0.012
O	12.309	-0.494	15.497	0.003	-0.001	0.003
O	3.449	-5.991	12.439	0.007	-0.003	0.005
O	7.766	-2.241	16.941	0	-0.005	0.002
O	-1.606	0.605	18.534	-0.005	-0.005	0.012
O	11.251	-5.107	17.182	0.001	0.002	0.004
O	9.683	-7.195	16.627	0.001	-0.004	0.002
O	4.266	-6.435	19.073	-0.008	0.015	0.013

Results
free energy: -281413.934 eV
free energy less fixed offsets of O -568.88, Si -635.61 eV per atom: -12.094 eV

The program warned: the cutoff lies below the one the program advises for these potential files; the forces do not sum to zero within the program's tolerance; the exchange-correlation potential is rough where the density is thin.
